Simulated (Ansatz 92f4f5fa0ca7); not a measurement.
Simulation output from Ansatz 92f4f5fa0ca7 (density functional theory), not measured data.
Periodic cell of 192 atoms, Si128O64, from a study of silicon, its oxide and their interface. The atomic structure is a simulated model.
This geometry differs little from another in the collection (a relaxation step or a small displacement).

Settings: functional r2SCAN; potential files Ansatz PAW; basis plane waves; wave-function cutoff 800 eV; density cutoff ratio 5; exchange-correlation grid ratio 1; k mesh 1 x 1 x 1, shifted by 0.5 0.5 0 of a step; self-consistency stop 1e-10 eV per atom in the density residual; occupations fixed; spin none; net charge 0.

Cell vectors (angstrom)
a 10.88 0 0
b 0 10.88 0
c 5.2363 -0.2075 29.9364

Atoms and the computed forces on them: element, x, y, z (angstrom), force x, y, z (eV/angstrom)
Si 1.6139 -1.6089 0.0229 0.0001 0.0004 -0.0056
Si 4.3755 1.128 0.1469 -0.0003 -0.0007 -0.0064
Si 1.1051 4.3331 0.038 0 -0.0004 -0.0058
Si 3.8281 -3.8235 0.0238 0.0004 0.0003 -0.0052
Si -4.3135 -1.0641 0.1478 0.0004 -0.0001 -0.0063
Si -1.6581 1.5938 0.155 0.0002 0.0002 -0.0064
Si 7.0315 3.7802 0.155 0.0006 0.0002 -0.0064
Si -1.1082 -4.3344 0.0362 -0.0006 0 -0.0058
Si 2.7428 -0.0353 1.3631 -0.0004 -0.0002 0.0001
Si 5.4889 2.6674 1.5056 0.0004 -0.0001 0.003
Si 2.6948 -5.4086 1.3541 -0.0001 0.0002 0.0004
Si 5.4007 -2.6939 1.3638 -0.0001 -0.0005 0.0002
Si -2.7721 0.0497 1.5039 -0.0002 0.0001 0.0025
Si -0.0283 2.7563 1.3709 0 -0.0004 -0.0003
Si 8.1926 5.4129 1.368 -0.0001 0.0002 -0.0001
Si 0.028 -2.7429 1.3527 0.0001 0 0.0004
Si 1.3574 1.3586 2.6728 -0.0002 0 -0.0005
Si 4.0674 4.094 2.7052 0.0002 -0.0001 0.0002
Si 1.3606 -4.0755 2.7763 0.0001 0.0002 -0.001
Si 4.0694 -1.3669 2.788 -0.0002 0 -0.0011
Si 6.7989 1.3582 2.9206 0.0001 0.0004 0.0007
Si 9.5211 4.0848 2.793 0 -0.0001 -0.0009
Si 6.7949 6.7991 2.6698 -0.0003 0 -0.0003
Si -1.3473 -1.3705 2.7066 0 0 0.0003
Si 0.0094 0.0032 4.0648 -0.0005 -0.0005 -0.0002
Si 2.7083 2.7176 4.0541 0.0003 0.0003 0.0003
Si 0.0006 5.4444 4.1232 -0.0001 0.0001 0.0009
Si 2.715 -2.7212 4.1348 -0.0002 -0.0002 0.0008
Si 5.413 -0.0269 4.1715 0.0002 0.0002 -0.0002
Si 8.182 2.7411 4.1819 0 -0.0001 0
Si 5.4415 5.4497 4.0616 -0.0003 -0.0007 0
Si 8.154 -2.7317 4.0515 0.0002 0.0005 0.0003
Si 1.3501 -1.3622 10.8458 -0.0005 -0.0003 -0.0004
Si 4.0916 1.353 10.9088 0.0003 -0.0001 0.0002
Si 1.3546 4.0891 10.9071 0 0 0.0002
Si 4.0473 -4.097 10.8197 -0.0006 0 -0.0001
Si 6.8042 -1.3468 10.9068 -0.0001 -0.0001 0.0004
Si -1.3627 1.3492 10.8486 -0.0003 -0.0003 -0.0004
Si 6.7838 4.0464 10.8223 -0.0005 -0.0005 0
Si -1.3458 6.8033 10.9041 0.0002 -0.0001 0.0004
Si 2.6847 -0.0123 12.2204 0.0002 -0.0007 0.0004
Si 5.4761 2.7164 12.2514 0.0002 -0.0002 -0.0003
Si 2.7171 5.4759 12.2495 0 0.0002 -0.0005
Si 5.383 -2.7423 12.1651 -0.0008 -0.0005 -0.0007
Si -2.6824 0.0186 12.2597 0.0004 0.0001 -0.0002
Si -0.0101 2.6837 12.2208 -0.0008 0.0002 0.0003
Si 8.1397 5.3838 12.1649 -0.0005 -0.0011 -0.0008
Si 0.0181 -2.6811 12.2568 0.0004 0.0004 -0.0004
Si 1.3337 1.332 13.6129 -0.0007 -0.0006 0.0017
Si 4.0921 4.0924 13.5629 0.0002 0 0.0002
Si 1.3708 -4.0232 13.6265 -0.0004 0.0001 -0.0002
Si 4.0116 -1.4156 13.5386 -0.0003 0.0002 -0.0001
Si -4.0234 1.3719 13.6288 0.0003 -0.0005 -0.0001
Si -1.4138 4.012 13.5379 0 -0.0004 0
Si 6.7545 -4.126 13.4477 -0.0001 -0.0001 -0.0002
Si -1.3045 -1.3049 13.6468 0.0002 0.0003 -0.0004
Si 0.0242 0.0244 15.1434 -0.0002 -0.0002 -0.0001
Si 2.7372 2.7381 14.8924 0.0008 0.0008 0.0028
Si -0.0575 -5.445 14.7954 0.0002 -0.0001 -0.0003
Si 2.6829 -2.6756 15.082 -0.0009 -0.0001 0.0007
Si 5.4329 -0.0567 14.7955 0.0006 0.0006 -0.0004
Si -2.6744 2.6844 15.0812 -0.0002 -0.001 0.0007
Si 5.4427 5.4416 14.9118 -0.0004 -0.0005 0.0019
Si -2.7567 -2.7557 14.7449 0 -0.0002 0.0011
Si 1.6856 -1.0016 16.501 -0.0002 0.0005 0.0008
Si 3.9657 1.1522 16.103 0 -0.0009 0.001
Si 1.1519 3.968 16.1023 0.0001 0.0001 0.0008
Si 4.3408 -3.8441 16.2409 0.0009 0.0004 0.0009
Si 6.5753 -1.6434 16.0593 0.0009 -0.0013 0.0003
Si -1.0017 1.6879 16.4993 0.0008 -0.0002 0.0011
Si -3.8424 4.3411 16.2423 0.0005 0.0006 0.0012
Si -1.6447 -4.3026 16.0596 -0.0011 0 0.0001
Si 1.3395 1.3834 -4.2424 0.0008 0.0004 -0.0009
Si -2.5758 0.26 21.156 -0.0007 -0.0013 0.0024
Si 6.8219 -4.0989 -4.2403 0.0005 -0.0001 -0.0012
Si -0.5064 1.594 19.4811 -0.0001 0.0005 0.0021
Si -1.6315 -3.7645 18.8986 0.0012 -0.0004 0.0009
Si 2.4658 -5.1682 -7.2955 0 -0.0002 0.0019
Si 0.2592 -2.5719 21.1556 0.0009 -0.0012 0.0026
Si 0.2679 -2.9696 -7.2926 0.0007 -0.0005 0.002
Si 4.449 -3.0577 -6.0896 0.0013 -0.0002 0.0021
Si 7.1079 -1.6318 18.9001 0.0034 0.0013 0.0005
Si 2.9753 5.2079 18.2827 -0.0007 0.0009 0.0068
Si 4.5917 -1.103 20.4656 0.0001 -0.0006 0.0018
Si 5.209 2.9731 18.2831 0.0014 -0.001 0.006
Si 3.0083 2.9635 -2.0869 0 0.001 -0.0041
Si 1.5901 -0.5034 19.483 0.0009 -0.0004 0.0023
Si 1.7246 -5.1062 21.157 0.0031 0.0039 0.0022
Si -2.4779 -2.4307 -2.0866 0.0012 0.0006 -0.0041
Si 0.3556 3.6411 -6.2508 0.0011 -0.0001 0.0037
Si 2.3834 -0.9882 -6.0907 0.0011 0.0011 0.0021
Si -1.0997 4.5972 20.4632 -0.0004 -0.0001 0.0019
Si 5.204 5.1471 -2.0869 -0.0018 -0.0003 -0.0044
Si -0.2932 -0.2324 -2.0883 -0.0001 -0.0014 -0.0046
Si 5.7694 1.7217 21.1585 0.0014 0.0014 0.0025
Si -1.7999 -5.0793 -6.2482 0.0006 -0.0005 0.0046
Si 1.3499 -1.3465 5.4621 0 -0.0003 -0.0004
Si 4.0486 1.3686 5.4582 -0.0002 -0.0001 -0.0003
Si 1.3633 4.066 5.4442 -0.0001 0.0001 0.0001
Si 4.0921 6.7913 5.457 -0.0003 0.0001 -0.0003
Si 6.8082 -1.3932 5.4579 -0.0001 0 -0.0004
Si -1.3327 1.3469 5.4751 -0.0002 -0.0001 -0.0008
Si 6.7845 4.1058 5.4705 -0.0001 -0.0001 -0.0005
Si -1.3802 -4.0754 5.4443 0 -0.0002 0
Si 2.7089 0.0115 6.8267 -0.0001 -0.0001 0.0001
Si 5.4229 2.7208 6.8018 0 -0.0001 -0.0005
Si 2.7214 5.4246 6.7967 -0.0002 -0.0002 -0.0004
Si 5.4502 -2.7353 6.8236 -0.0001 -0.0001 0.0001
Si -2.7181 -0.021 6.8022 -0.0001 0 -0.0004
Si 0.0206 2.7168 6.8259 -0.0001 -0.0002 0.0002
Si -2.7272 -5.4246 6.823 0 0 0
Si -0.023 -2.7175 6.7978 0.0001 -0.0001 -0.0005
Si 1.3677 1.3668 8.1964 0 0.0002 -0.0004
Si 4.0643 4.0657 8.1611 -0.0004 -0.0002 -0.0003
Si 1.3461 6.7913 8.1342 -0.0006 -0.0002 0
Si 4.0864 -1.3579 8.1619 0 0.0002 -0.0001
Si 6.7912 1.3466 8.1384 -0.0003 -0.0006 0.0003
Si -1.3578 4.0834 8.162 0.0002 0 -0.0001
Si 6.802 -4.0799 8.1924 -0.0001 0.0001 -0.0002
Si -1.3734 -1.3734 8.17 -0.0005 -0.0002 -0.0002
Si -0.0113 -0.0093 9.5027 0.0002 0 0.0004
Si 2.729 2.7257 9.5592 -0.0001 -0.0003 0.0001
Si 0.0036 5.4445 9.5267 0 -0.0003 -0.0003
Si 2.6996 -2.7238 9.481 0.0002 0 0.0002
Si 5.446 0.0019 9.5289 -0.0001 -0.0001 -0.0001
Si 8.157 2.6993 9.4838 0.0001 0.0002 0.0002
Si 5.4232 5.4204 9.4968 0 0 0.0004
Si 8.159 -2.7201 9.554 0.0001 -0.0001 -0.0001
O 5.5439 2.4181 19.7361 -0.0032 0.0017 -0.0046
O 2.441 2.151 -3.3488 0.0008 0.0009 0.0001
O 2.8607 0.1222 16.7176 0.0011 0 -0.0012
O 5.4955 -2.7498 16.6126 -0.0013 -0.0004 -0.0008
O 0.2439 5.1174 21.2172 0.0013 0.001 -0.0015
O 6.4645 3.7856 17.6716 -0.0026 -0.001 0.0013
O 0.2466 0.6026 -3.3485 0.0002 -0.0005 0.0004
O 3.7586 1.8984 -1.1402 0.0032 -0.0032 0.006
O 5.4679 0.0285 -0.4053 -0.0001 -0.0001 0.0038
O -0.8394 -3.78 -6.429 0.0008 0.0001 -0.0023
O 1.5506 -3.5172 21.3697 -0.0006 -0.0024 -0.0092
O 3.7888 -4.4173 17.6712 -0.0017 -0.0022 0.0015
O 5.5322 -1.5677 19.236 0.0035 -0.0003 -0.0016
O 0.9507 -0.9243 -1.3068 0.0023 -0.0014 0.0051
O -1.3391 -1.378 -2.5554 -0.0001 0.0002 0.0027
O 0.0011 5.4416 -0.4807 -0.0001 -0.0002 0.0018
O 7.3344 -1.6871 -1.1377 -0.0034 0.0023 0.0062
O 7.3575 1.549 21.3784 -0.0014 0.0001 -0.0061
O 0.1207 2.8641 16.717 0.0003 0.0008 -0.0009
O -1.1283 0.8074 20.7479 0.0006 0.0002 -0.0016
O 6.2529 4.3969 -1.125 0.0046 -0.0027 0.0034
O 3.4895 -1.9494 -5.3988 0.001 -0.0002 -0.0015
O 1.7751 3.6532 -1.2889 -0.0021 0.0019 0.005
O 1.0394 1.0425 19.3528 0.0005 0.0004 -0.0007
O -1.291 1.2676 18.071 -0.0005 -0.0006 -0.0008
O 5.115 0.2405 21.2171 0.0013 0.0011 -0.0015
O 6.0435 -5.1906 -3.343 -0.0014 -0.0001 0.0005
O 1.2639 -1.289 18.0731 -0.0006 -0.0009 -0.0006
O 2.0604 0.2663 -5.148 0.0018 -0.0011 -0.0031
O -1.5594 -5.3401 19.2338 0.0005 0.0011 -0.0016
O 3.1549 -0.7036 19.8436 -0.0003 0.0009 -0.001
O 8.1308 -5.3833 16.6153 -0.0004 -0.0009 -0.001
O 7.9422 -4.8199 -5.1426 -0.0008 0.0002 -0.0024
O 7.315 -1.0576 17.3969 0.0009 0.0002 -0.0014
O 1.0503 -1.8692 -6.389 -0.0002 -0.0002 -0.0018
O 7.7546 -3.1235 19.0113 0.0013 0.0005 -0.0012
O -1.0377 0.8209 -1.1268 -0.0022 0.0041 0.0051
O 5.0165 -2.4035 -7.45 0.004 -0.0004 -0.0035
O -0.8988 4.5441 -5.7869 0.001 0.0009 -0.0017
O 0.6195 2.5039 -5.1455 -0.0001 0.0005 -0.002
O 4.5118 -4.4901 -1.3044 -0.0015 0.0024 0.0055
O 3.565 -4.3888 -6.3876 0.0003 0.0005 -0.0021
O 4.8572 1.7207 17.3365 -0.0008 -0.0031 -0.0007
O 5.7027 -3.3821 -5.1463 0.0001 0.0017 -0.0037
O 1.379 -4.0559 -7.8514 0.0002 0.0001 -0.0005
O 7.8411 -0.6571 19.9273 0.0025 0.0007 0.0003
O 7.5899 -2.9948 -3.3502 0.0002 0.0014 -0.0001
O -1.7842 -3.6645 -1.2929 0.0019 -0.0018 0.0051
O -0.0438 2.9027 -7.6371 0.002 -0.0021 -0.0035
O -0.7036 3.1592 19.8414 0.001 -0.0005 -0.0013
O -2.3533 4.6842 21.5008 0.001 -0.0003 -0.002
O -0.6602 -3.0278 19.9261 0 0.0009 0.0001
O 3.0393 -0.4221 -7.4511 -0.0006 0.0031 -0.0047
O -2.5376 5.4086 -7.6368 -0.0037 0.0038 -0.0036
O 2.4215 -5.3362 19.7357 0.0031 -0.004 -0.0036
O 4.6783 -2.3544 21.5061 0.0003 0.001 -0.0017
O 2.7169 -2.7205 -0.4922 0.0002 -0.0002 0.0024
O 8.1308 2.6913 -0.4027 -0.0001 0.0001 0.0041
O -1.0591 -3.5577 17.3946 0.0006 0.0002 -0.0009
O 1.6549 4.6006 -6.4373 0.0006 0.0004 -0.0013
O 3.9266 3.9251 18.3621 0.0001 -0.0003 -0.0136
O 0.804 -1.122 20.7523 0.0008 0 -0.0007
O 1.7227 4.858 17.3357 -0.0006 0.0007 0.0002
O 4.0572 4.1046 -2.5591 -0.0003 -0.0001 0.0022

Results
free energy: -118378.552 eV
free energy less fixed offsets of O -570.45, Si -639.56 eV per atom: -6.072 eV

The program warned: the cutoff lies below the one the program advises for these potential files; the forces do not sum to zero within the program's tolerance; empty levels may hold ghost states of the PAW files; the exchange-correlation potential is rough where the density is thin.
